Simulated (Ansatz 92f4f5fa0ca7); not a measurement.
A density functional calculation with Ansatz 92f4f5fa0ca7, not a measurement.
Periodic cell of 250 atoms, Si166O84, from a study of silicon, its oxide and their interface. The atomic structure is a simulated model.
Doubt: the cutoff is far below the 930 eV that the study's wrapper takes by default for these files, so forces and energies are approximate.
This geometry differs little from another in the collection (a relaxation step or a small displacement).

Settings: functional PBE; potential files Ansatz PAW; basis plane waves; wave-function cutoff 580 eV; density cutoff ratio 5; exchange-correlation grid ratio 1; k mesh 1 x 1 x 1, Gamma-centred; self-consistency stop 5e-08 eV per atom in the density residual; occupations fixed; spin none; net charge 0.

Cell vectors (angstrom)
a 10.938 0 0
b 0 10.938 0
c 0 0 36.8182

Atoms and the computed forces on them: element, x, y, z (angstrom), force x, y, z (eV/angstrom)
Si 0 0 0.683 -0.0989 0.0986 0.0142
Si 5.469 0 0.683 -0.0112 0.0665 -0.0165
Si 2.7345 2.7345 0.683 0.0058 0.036 0.0028
Si 8.2035 2.7345 0.683 0.1162 -0.0805 0.0271
Si 0 5.469 0.683 -0.0144 -0.0111 -0.0382
Si 5.469 5.469 0.683 -0.0539 0.01 0.0131
Si 2.7345 8.2035 0.683 0.0555 -0.0488 0.0123
Si 8.2035 8.2035 0.683 -0.077 0.0246 -0.0096
Si 1.3673 1.3673 2.0503 -0.1035 0.0204 0.1904
Si 6.8362 1.3673 2.0503 -0.2503 -0.1054 -0.0549
Si 4.1018 4.1018 2.0503 -0.114 0.1655 -0.118
Si 9.5708 4.1018 2.0503 0.256 -0.0186 -0.2352
Si 1.3673 6.8362 2.0503 0.0606 -0.0975 -0.0078
Si 6.8362 6.8362 2.0503 -0.0077 0.2955 0.0426
Si 4.1018 9.5708 2.0503 0.0691 -0.1662 0.1368
Si 9.5708 9.5708 2.0503 -0.0546 0.1038 0.1302
Si 2.7345 0 34.7667 0.0666 0.1056 -0.006
Si 8.2035 0 34.7667 0.1094 0.0089 -0.0184
Si 0 2.7345 34.7667 0.0186 -0.116 -0.0167
Si 5.469 2.7345 34.7667 -0.0506 -0.1183 -0.0077
Si 2.7345 5.469 34.7667 0.1339 0.0249 0.0145
Si 8.2035 5.469 34.7667 0.1368 0.0801 -0.0049
Si 0 8.2035 34.7667 -0.1113 -0.0624 0.0257
Si 5.469 8.2035 34.7667 0.0106 -0.1077 -0.0043
Si 4.1018 1.3673 36.1339 -0.007 -0.0369 0.0232
Si 9.5708 1.3673 36.1339 0.0022 -0.0518 -0.0064
Si 1.3673 4.1018 36.1339 -0.0174 -0.044 -0.0158
Si 6.8362 4.1018 36.1339 0.005 0.0184 0.0013
Si 4.1018 6.8362 36.1339 -0.0022 0.0114 0.0073
Si 9.5708 6.8362 36.1339 0.0231 0.0195 0.0339
Si 1.3673 9.5708 36.1339 0.0327 -0.018 -0.0055
Si 6.8362 9.5708 36.1339 0.0603 -0.0237 -0.0166
Si 0.6247 4.955 26.616 -0.0031 0.0067 -0.0079
Si 9.6186 4.0847 27.7794 -0.0001 0.0007 0.0027
Si 4.187 4.0724 27.8972 0.0025 -0.0025 -0.0032
Si 9.6015 1.3754 30.7179 -0.0005 0.0004 0.0015
Si 0.014 8.0755 29.3532 -0.0034 -0.001 0.0019
Si 5.1018 10.8137 24.5349 -0.0006 -0.0062 0.0092
Si -1.3023 9.5218 28.0424 0.0017 0 -0.0004
Si 6.9399 12.2784 27.7385 -0.0033 -0.0023 0.0033
Si 5.5123 2.6221 29.2167 -0.0004 -0.0003 -0.0004
Si 6.7388 3.1416 21.0407 0.006 -0.0042 -0.0055
Si 5.9778 4.9402 26.5685 -0.0056 0.0063 -0.0039
Si 4.0894 3.8814 22.2995 -0.0044 0.0042 -0.0014
Si -4.164 1.7934 16.1851 0.0023 -0.0023 -0.0012
Si 6.7319 5.2878 19.826 0.0037 0.0064 -0.0073
Si 1.2392 13.8456 17.9089 -0.0049 -0.001 -0.0023
Si 11.1649 11.4729 23.8514 0.0001 -0.006 -0.0041
Si 6.7816 -4.2074 28.0128 -0.0019 0.0007 -0.0001
Si 10.753 5.4864 23.5265 -0.0007 0.0028 -0.0001
Si 1.3917 4.073 30.5693 -0.0001 0.0009 -0.003
Si 0.476 -0.5737 26.694 -0.0015 0.0025 -0.005
Si 2.8684 5.4852 29.3068 -0.0067 0.0024 0.002
Si 9.5872 6.7841 30.7402 0.0001 -0.001 0.0011
Si -0.0387 13.6001 29.2315 0.0011 0.0011 0.0033
Si 2.8988 13.1427 24.5859 0.0013 -0.0084 0.0131
Si 4.1569 1.3801 30.7121 0.0025 0.0001 0.0011
Si 12.3406 1.3353 27.8795 0.0029 -0.0049 0
Si -2.6483 0.0764 29.2777 -0.0021 -0.0004 -0.0006
Si 6.8869 4.0482 30.5782 0.0005 0.0002 -0.0026
Si 4.1089 6.8054 30.7929 -0.0003 0.0016 -0.0006
Si 5.4166 8.1048 29.3727 0.0056 -0.003 0.0064
Si 1.4201 9.5468 30.6114 0.0033 0.0011 -0.0032
Si 6.87 9.569 30.5958 -0.0041 -0.0013 -0.0043
Si 0.0456 -0.0279 32.0141 -0.0014 0.0008 -0.0012
Si 5.5066 -0.0298 32.0272 -0.0021 0.0004 -0.0013
Si 2.7461 2.7485 32.0178 -0.0016 -0.0009 -0.0019
Si 8.2092 2.7329 32.0412 0.0006 -0.0004 -0.0008
Si 0.0453 5.4134 32.0306 -0.0021 0.0006 -0.002
Si 5.5324 5.4117 32.0257 -0.0005 0.0014 -0.001
Si 2.729 8.2077 32.0698 0.0001 -0.0005 -0.0008
Si 8.2126 8.2109 32.0252 0.0011 -0.0006 -0.0015
Si 1.3798 1.3682 33.3878 0.0008 -0.0003 -0.0013
Si 6.8423 1.3613 33.4004 0.0003 -0.0014 -0.0016
Si 4.1118 4.1044 33.3972 -0.0007 0.0004 -0.0011
Si 9.5774 4.0959 33.4037 0.0011 -0.0001 -0.0016
Si 1.3605 6.8271 33.4072 -0.0012 0.0014 -0.0015
Si 6.8451 6.835 33.3928 -0.0001 -0.0011 -0.0012
Si 4.1128 9.5749 33.4067 0.0003 -0.0003 -0.0018
Si 9.5849 9.5752 33.3917 -0.0002 -0.001 -0.0014
Si 2.7071 -0.0416 3.4176 0.0031 0.0026 0.0004
Si 8.1626 -0.0086 3.4287 0.0017 0.0012 -0.0006
Si 0.0313 2.7892 3.4418 -0.0017 -0.0013 0.0004
Si 5.4409 2.7383 3.3945 -0.0009 -0.0008 -0.0013
Si 2.7558 5.489 3.4383 -0.0033 0 -0.0004
Si 8.2307 5.481 3.3669 0.0029 -0.0014 -0.0002
Si 0.0043 8.1968 3.4042 -0.0004 -0.0005 -0.0007
Si 5.4706 8.2073 3.4722 0.0005 0.0004 0.0018
Si 4.0539 1.3641 4.7372 -0.0012 0.0024 0.0029
Si 9.4719 1.4753 4.7071 0.0016 0.0018 0.0027
Si 1.4365 4.147 4.8686 0.0003 0.001 -0.0008
Si 6.8001 4.1846 4.6724 -0.0014 0.0003 0
Si 4.0947 6.8407 4.8694 0.0013 -0.0021 -0.0019
Si 9.6197 6.7909 4.7477 -0.0009 -0.0016 -0.0004
Si 1.3555 9.512 4.8178 -0.0044 -0.0026 0.0032
Si 6.8332 9.5586 4.8932 -0.0043 -0.0019 0.0025
Si -0.5247 2.6196 8.5999 -0.0119 -0.01 -0.0065
Si 8.2124 -2.9142 6.1523 -0.0025 0.0019 -0.0006
Si -1.9086 2.8459 23.3445 0.0064 0.0011 0.0042
Si 13.678 2.6778 6.2236 -0.001 0.0002 0.0016
Si 1.3975 5.7405 18.544 -0.0048 0.002 -0.0015
Si 4.8564 8.7007 10.7683 -0.0008 0.0026 0.0006
Si -0.1583 10.9462 5.935 -0.0097 -0.0002 -0.0055
Si 5.4781 5.4171 6.1889 0.0011 0.0057 -0.0008
Si -1.116 4.5378 11.45 0.002 -0.0068 0.0011
Si 4.9598 2.6889 13.8207 -0.0033 0.0015 0.0026
Si 2.1525 5.3037 9.6416 0.0028 -0.0029 0.0023
Si 5.8343 8.6625 8.6778 0.0053 0.0094 0.0023
Si -2.4914 5.7549 9.0985 -0.0147 0.0094 -0.0004
Si 6.7733 6.7566 7.6598 0.0112 -0.0149 0.0013
Si 8.2661 7.3174 24.0799 0.002 0.0049 -0.0014
Si 6.1921 8.7706 13.3307 -0.0027 -0.0005 0.0037
Si 1.4209 -4.0648 7.8409 -0.0077 -0.0041 -0.0139
Si 4.6823 3.5445 7.4047 -0.0047 -0.0042 0.0024
Si -5.0278 0.3492 11.8586 0.0003 -0.0017 -0.0057
Si 6.0691 -0.6155 26.6395 -0.0094 -0.0008 -0.0015
Si 4.0138 9.7937 7.5771 -0.0071 0.0082 -0.0005
Si 11.0553 5.5942 6.2215 0.008 0.0072 0.0081
Si 2.7682 8.2009 6.3126 -0.0046 -0.0013 0.0055
Si 5.4341 11.0636 6.174 0.0017 -0.0019 0.0016
Si 7.0284 6.1344 14.3802 0.0024 0 0.0044
Si 11.6543 3.5157 10.3264 -0.0029 0.008 0.0075
Si -1.2783 2.2551 16.5183 0.001 -0.0016 0.0009
Si 5.867 6.6038 17.1856 -0.0013 0.0051 -0.0017
Si 1.6399 11.0251 13.0931 -0.0009 0.0029 0.0003
Si 8.307 8.5192 17.5106 0 0.0014 0.0006
Si 2.0789 10.7262 8.8221 0.0004 -0.0048 -0.0041
Si 6.4559 12.8446 7.4053 -0.0009 -0.0045 -0.0047
O 31.4474 28.4857 23.4237 -0.0011 -0.0013 -0.0003
O -1.8331 -11.5951 13.7833 -0.0016 0.0014 0.0004
O 50.7024 17.2953 23.8805 -0.0044 -0.0001 -0.0058
O -13.3107 -3.3053 25.6431 -0.0012 0.0021 0.0013
O 2.2009 21.38 20.3797 0.0001 0.0007 -0.0007
O 8.0829 -19.3589 16.8633 -0.0037 0.0006 0.0001
O 6.7673 21.1354 12.7526 -0.0012 0.0021 0.0002
O -16.72 12.3015 12.8705 -0.0031 -0.0011 0.001
O 21.7115 10.5655 25.1582 -0.0005 0.0005 0.0027
O 2.3433 12.024 12.0312 -0.0025 -0.0048 0.0088
O 8.0315 13.8113 22.0364 -0.0091 -0.0002 -0.0048
O 11.2491 21.3436 12.3948 -0.0037 -0.0014 -0.004
O -3.1374 -0.8813 21.2116 -0.0035 0.0009 0.0007
O 14.3798 7.0386 21.6974 -0.0002 -0.0024 -0.0012
O -0.3119 -8.552 17.8305 -0.0003 0.0006 -0.0006
O 4.6911 -5.8257 23.2381 -0.0005 -0.0028 -0.0045
Si -8.6178 8.6936 26.8322 0.0032 -0.0018 -0.0027
Si -3.0944 30.3707 26.8807 -0.0011 -0.0027 -0.0046
Si 16.0429 15.5777 12.4249 -0.0079 0.0003 0.0032
Si 15.1321 20.5133 27.9975 0.0057 0.0005 -0.0124
Si 19.2474 -5.4866 29.2708 -0.0024 0.0018 0.0027
Si -8.2783 12.3737 15.4268 -0.0034 -0.0011 0.0005
Si 4.1101 3.8869 9.6468 -0.0047 -0.0057 -0.0017
Si 23.8033 7.2525 22.294 -0.0052 0.0051 -0.0022
Si 24.0989 12.5311 10.4879 0.0118 -0.0063 -0.0121
Si 19.9038 9.4767 20.2133 0.0007 -0.0003 0
Si 7.9202 -1.0907 8.9682 -0.0221 -0.0179 -0.0252
Si 20.4203 4.3573 7.4088 0 -0.0079 -0.0034
Si 3.5085 -33.7084 19.4707 -0.0041 -0.0015 0.0001
Si -4.0078 20.4783 22.4998 0.0025 -0.0016 -0.0035
Si 20.4262 -2.2668 10.3214 0.0391 -0.0263 0.0058
Si 7.8022 3.2336 26.3938 0.0014 -0.0057 -0.0091
Si 4.8376 -14.2123 21.1023 -0.003 0.0072 -0.0013
Si -2.186 -0.328 15.3347 0.0008 0.0008 -0.0005
Si 13.9479 8.0036 17.2569 -0.0026 0.0012 0.0012
Si 12.0199 12.2767 7.352 0.0042 0.0038 0.009
Si 11.8108 -1.0566 21.1536 -0.003 -0.0004 -0.0002
Si 14.4767 9.5936 14.8139 -0.0038 0.001 0.0015
Si 20.4324 6.6529 19.4173 0.0018 0.0055 0.0007
Si 0.1998 17.6092 13.1073 -0.0017 -0.0009 0.0052
Si 12.3809 6.7864 27.9446 0.0037 -0.0013 0.0029
Si 30.0102 2.9166 6.068 0.007 -0.0011 0.0031
Si 31.4785 -1.4573 7.3336 0.0029 0.0004 0.0013
Si 13.7714 11.0015 29.3066 -0.0097 0.0053 0.0043
Si 2.3737 -7.7669 26.6722 0.002 -0.0022 0.0003
Si 16.402 16.8462 24.454 -0.0014 -0.0021 0.0124
Si 14.0375 14.7345 20.0103 -0.0152 -0.0025 -0.0075
Si 20.927 -1.5517 12.7227 -0.0057 -0.0002 0.0036
Si -14.2521 12.0789 9.3709 -0.0031 0.0264 0.0053
Si -8.1367 28.4327 11.5232 -0.0095 0.002 -0.0004
Si 16.2003 1.7813 18.9373 -0.004 -0.0089 -0.0056
Si -12.1576 15.4743 14.364 -0.0001 0.0011 -0.0009
Si 22.3172 8.8672 8.8377 -0.0061 0.0081 0.0081
Si 14.2454 -2.6272 24.7852 -0.0021 0.0052 0.0076
O 6.4311 -16.5022 13.0622 0.0014 0.0025 -0.0028
O -29.9811 -13.4612 15.6924 -0.0007 0 -0.0015
O 35.4788 -1.1348 13.4543 -0.0002 0.0001 -0.0011
O 30.2513 20.589 18.6977 -0.0014 0.0013 0.0002
O -4.7225 -0.147 23.2965 -0.0039 0.0022 -0.0021
O -2.4142 4.7147 10.4242 -0.0034 0.0063 -0.009
O 12.6411 17.948 12.6405 -0.0007 0.0004 -0.0006
O 5.7651 8.4434 22.187 -0.0014 -0.0005 0.0008
O 9.0642 -25.6682 9.7439 -0.0012 0.0216 0.0055
O 6.604 -19.916 19.8813 0.0002 0.0073 0.0063
O -6.6014 39.8939 17.4631 -0.0005 -0.0013 -0.0014
O 22.9159 5.8794 22.4899 -0.0008 -0.0007 -0.0001
O -6.5549 14.1016 19.1635 -0.0002 0.0033 -0.0001
O 9.3966 47.6067 12.8904 -0.0017 0.0011 0.0008
O -4.7737 -8.2428 14.9605 -0.0035 -0.0006 -0.0013
O 24.0148 -8.908 16.8519 -0.0012 0.0014 0.0002
O 17.7267 18.8844 17.3717 -0.0054 -0.0014 -0.0019
O 11.6499 -11.325 22.616 -0.0018 0.0018 0.0009
O 1.8347 -19.0504 19.4537 0.0078 0.0056 0.0055
O -8.8426 18.8158 23.7831 -0.0019 -0.0034 -0.0055
O 11.3283 5.4272 25.0462 0.0003 -0.0015 0.0018
O -2.5011 -27.3681 14.8134 -0.0027 0.001 -0.0013
O 26.1681 12.2491 24.6283 -0.0057 0.0071 -0.0037
O 10.0959 25.2463 15.4127 -0.0015 0.0012 -0.001
O -16.2075 23.5024 17.3677 -0.0022 0.0016 0.0016
O 10.9686 5.9597 19.4296 -0.0009 -0.0015 -0.0012
O -0.6241 17.0136 11.821 -0.0018 0.0019 -0.0019
O 45.1553 -20.9049 14.4625 0.0015 -0.0004 -0.0009
O 12.4616 -31.4352 24.3261 -0.0012 0.0014 -0.0019
O 4.8014 -11.5266 11.0563 -0.0032 -0.0017 0.0012
O 59.092 22.3345 19.3462 0.001 0.0044 -0.0006
O -13.5201 -16.3061 19.8544 -0.0094 -0.0051 -0.0005
O 12.0328 -2.6691 21.3309 0.0004 -0.0015 0.0011
O -7.9223 20.3769 18.0426 -0.001 0.0005 -0.0009
O 14.7827 16.6284 12.4677 0.0022 -0.0011 -0.0012
O -5.1757 17.3792 20.5309 -0.0004 -0.0043 -0.0007
O 35.8096 -29.662 23.2548 0.0028 0.0034 -0.0113
O 21.3626 43.0275 20.3411 -0.0017 0 -0.0009
O 34.5497 -3.8153 17.763 -0.0009 -0.0015 -0.0009
O 2.6483 -5.6209 19.5361 0.0041 -0.0058 0.003
O 20.2021 29.7588 20.4801 -0.0021 -0.0009 -0.0008
O 12.169 -6.4383 17.4874 -0.0001 0.0002 0.0003
O -13.051 20.138 16.1433 -0.0022 0.0003 -0.0021
O 6.2915 16.3431 18.2262 0.0001 -0.0048 0.0074
O -40.1626 43.8387 15.6289 -0.0006 0.0009 -0.0014
O 25.8165 20.6416 24.1863 0.0023 -0.0004 -0.0038
O 53.0238 40.0677 17.9053 -0.0012 -0.0016 -0.0013
O -1.1045 44.4957 15.9273 -0.0022 0.001 -0.0006
O 25.4142 46.3269 14.6432 0.0032 -0.0005 -0.0008
O 15.4663 -36.5454 24.843 0.0012 0.0001 -0.0034
O 27.5469 7.9853 12.0001 0 -0.001 0.0027
O -26.8074 -4.9025 15.6553 -0.0022 -0.0011 -0.0009
O 16.3505 13.8969 22.0015 -0.0025 -0.0025 0.0021
O 8.209 35.8257 24.7708 -0.004 0.001 0.0037
O 0.0879 27.4088 14.2749 -0.0014 0.0009 -0.0009
O 25.2651 -13.9172 10.8474 0.0057 -0.0003 0.0009
O 32.3419 -13.8052 13.5843 -0.0003 -0.0009 -0.0007
O 26.9108 -23.7281 14.4326 0.0013 -0.0006 -0.0027
O 18.2015 0.3487 15.5563 -0.0035 0.0022 -0.0006
O 21.0646 -6.8982 23.1296 -0.0034 -0.0021 -0.0013
O 8.0272 52.539 23.4323 -0.0019 -0.0013 0.0012
O 36.4531 -8.5955 10.0792 -0.0085 0.0034 -0.001
O 5.2632 -6.6417 10.7967 0.0045 0.0032 -0.0034
O 17.8021 1.2384 10.859 0.0014 -0.0006 -0.0002
O 31.032 23.6657 9.3875 0.0117 0.0049 -0.0036
O 37.2476 8.8357 20.0552 -0.0005 -0.0011 0.0002
O 18.1988 7.732 14.0071 -0.002 -0.001 -0.0016
O -1.056 -31.3682 23.407 -0.0037 0.0007 -0.0013

Results
free energy: -153295.417 eV
free energy less fixed offsets of O -568.88, Si -635.61 eV per atom: 1.763 eV

The program warned: the cutoff lies below the one the program advises for these potential files; the exchange-correlation potential is rough where the density is thin.
